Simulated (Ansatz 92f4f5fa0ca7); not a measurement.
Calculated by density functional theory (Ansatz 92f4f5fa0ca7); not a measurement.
Periodic cell of 237 atoms, Si145O90P2, from a study of silicon, its oxide and their interface. The atomic structure is a simulated model.
Doubt: the cutoff is far below the 930 eV that the study's wrapper takes by default for these files, so forces and energies are approximate.
This geometry differs little from another in the collection (a relaxation step or a small displacement).

Settings: functional PBE; potential files Ansatz PAW; basis plane waves; wave-function cutoff 580 eV; density cutoff ratio 5; exchange-correlation grid ratio 1; k mesh 1 x 1 x 1, Gamma-centred; self-consistency stop 5e-08 eV per atom in the density residual; occupations fixed; spin none; net charge 0.

Cell vectors (angstrom)
a, 11.6015, 0, 0
b, 0, 10.938, 0
c, 0, 0, 32.0622

Atoms: element, x, y, z (angstrom)
Si, -0.195, -0.0696, 23.2596
Si, 3.6732, 0.2046, 23.0862
Si, 7.5539, -0.1342, 23.4335
Si, 1.687, 1.3717, 23.4006
Si, 5.7365, 1.4069, 23.1757
Si, 9.4455, 1.2275, 23.3478
Si, 0.1618, 5.3164, 23.4446
Si, 4.1227, 5.2949, 23.3762
Si, 8.0333, 5.6091, 23.5322
Si, 2.1607, 6.5866, 23.3602
Si, 5.9669, 6.7688, 23.4648
Si, 10.0088, 6.8688, 23.5834
Si, 1.9044, 2.664, 25.3681
Si, 5.8319, 2.6551, 25.2439
Si, 9.6329, 2.6859, 25.2516
Si, 11.5999, 4.0084, 25.374
Si, 3.8936, 3.9738, 25.3089
Si, 7.744, 4.0921, 25.3319
Si, 1.9751, 8.1494, 25.1884
Si, 5.7753, 8.1669, 25.3527
Si, 9.7112, 8.2637, 25.4193
Si, 11.6398, 9.5609, 25.2543
Si, 3.8666, 9.5888, 25.0623
Si, 7.6903, 9.5211, 25.3962
Si, 11.65, -0.0117, 27.2016
Si, 3.901, -0.0557, 27.1168
Si, 7.7577, -0.0171, 27.2765
Si, 1.9854, 1.313, 27.2699
Si, 5.8271, 1.3228, 27.1987
Si, 9.6952, 1.3315, 27.201
Si, 11.5934, 5.4687, 27.2321
Si, 3.8465, 5.42, 27.2078
Si, 7.7125, 5.4586, 27.2586
Si, 1.9384, 6.8261, 27.1762
Si, 5.7599, 6.7976, 27.2637
Si, 9.6548, 6.8144, 27.2743
Si, 1.9442, 2.723, 29.1694
Si, 5.7929, 2.7089, 29.1387
Si, 9.6806, 2.7216, 29.1406
Si, 0.0106, 4.0959, 29.1612
Si, 3.8673, 4.0885, 29.1636
Si, 7.7309, 4.0761, 29.1715
Si, 1.9439, 8.1846, 29.1352
Si, 5.7902, 8.1905, 29.1704
Si, 9.6733, 8.2037, 29.1817
Si, 0.0116, 9.5603, 29.1482
Si, 3.8715, 9.5687, 29.122
Si, 7.7318, 9.5474, 29.1877
Si, 0, 0, 31.0965
Si, 3.8672, 0, 31.0965
Si, 7.7343, 0, 31.0965
Si, 1.9336, 1.3673, 31.0965
Si, 5.8008, 1.3673, 31.0965
Si, 9.6679, 1.3673, 31.0965
Si, 0, 5.469, 31.0965
Si, 3.8672, 5.469, 31.0965
Si, 7.7343, 5.469, 31.0965
Si, 1.9336, 6.8362, 31.0965
Si, 5.8008, 6.8362, 31.0965
Si, 9.6679, 6.8362, 31.0965
Si, 1.9336, 2.7345, 0.9679
Si, 5.8008, 2.7345, 0.9679
Si, 9.6679, 2.7345, 0.9679
Si, 0, 4.1018, 0.9679
Si, 3.8672, 4.1018, 0.9679
Si, 7.7343, 4.1018, 0.9679
Si, 1.9336, 8.2035, 0.9679
Si, 5.8008, 8.2035, 0.9679
Si, 9.6679, 8.2035, 0.9679
Si, 0, 9.5708, 0.9679
Si, 3.8672, 9.5708, 0.9679
Si, 7.7343, 9.5708, 0.9679
Si, 11.5808, 0.009, 2.9429
Si, 3.8209, -0.0065, 2.9056
Si, 7.7475, -0.0175, 2.9093
Si, 1.903, 1.3957, 2.9262
Si, 5.7815, 1.2855, 2.8206
Si, 9.6423, 1.3845, 2.9231
Si, 11.5528, 5.5063, 2.8711
Si, 3.8697, 5.4913, 2.9023
Si, 7.7295, 5.5022, 2.9126
Si, 1.905, 6.8196, 2.8803
Si, 5.8064, 6.8471, 2.8771
Si, 9.658, 6.9137, 2.9927
Si, 1.8553, 2.8776, 4.7957
Si, 5.7188, 2.606, 4.7205
Si, 9.5397, 2.8178, 4.8254
Si, 11.4725, 4.1945, 4.8134
Si, 3.8762, 4.09, 4.8093
Si, 7.5418, 4.0816, 4.8048
Si, 1.8956, 8.164, 4.8116
Si, 5.8355, 8.2484, 4.7708
Si, 9.7111, 8.2419, 5.0202
Si, 11.6348, 9.6532, 4.9526
Si, 3.8381, 9.4771, 4.7959
Si, 7.7744, 9.6244, 4.897
Si, 11.6513, 0.3376, 6.7853
Si, 3.7589, -0.0646, 6.6644
Si, 7.7615, 0.0431, 6.8858
Si, 2.0891, 1.5448, 6.6985
Si, 5.7196, 1.2287, 6.6485
Si, 9.6564, 1.5526, 6.8142
Si, 11.4317, 5.6179, 6.7086
Si, 3.9186, 5.4249, 6.7886
P, 7.6408, 5.5441, 6.5642
Si, 1.9194, 6.6884, 6.6662
Si, 5.8009, 6.8906, 6.6789
P, 9.7713, 7.1965, 7.1763
O, 10.5715, 8.221, 8.2419
O, 7.7861, 9.8938, 8.1768
O, 7.348, 4.6962, 7.9688
O, 3.331, 10.3447, 8.2089
O, 2.0729, 7.5951, 8.0385
O, 4.0004, 4.5882, 8.2454
O, 9.7747, 2.4898, 8.1993
O, 2.6211, 2.3538, 8.0863
O, 11.3633, 4.6372, 8.0438
O, 5.3704, 2.3723, 7.8006
O, 6.0311, 7.8453, 8.0334
O, 11.4814, 10.6926, 8.3206
O, 11.2745, 10.0758, 21.7828
O, 3.2405, 10.7333, 21.5006
O, 5.7769, 7.7758, 22.1477
O, 4.2223, 4.4487, 21.924
O, 7.6839, 9.6871, 22.1742
O, 10.3071, 7.6645, 22.1564
O, 1.6131, 2.3961, 22.0948
O, 5.9468, 2.4396, 21.8649
O, 8.4489, 4.7136, 22.1912
O, -0.0646, 4.4517, 22.0212
O, 2.3408, 7.396, 21.9271
O, 9.1314, 1.8816, 21.8502
Si, 2.0523, 7.8648, 9.6192
Si, 5.0432, 0.5885, 17.6462
Si, 2.5017, 5.4438, 13.9849
Si, 10.6345, 3.845, 14.0213
Si, 8.3038, 2.4067, 15.2249
Si, 9.5489, 2.2462, 20.3234
Si, 10.4835, 3.7082, 9.0435
Si, 0.0753, 2.343, 11.5317
Si, 11.0238, 8.1419, 15.3568
Si, 5.1764, 6.9435, 13.9401
Si, 5.7712, 2.65, 11.0605
Si, 8.5788, 7.6715, 19.3614
Si, 8.1198, 4.8512, 20.6061
Si, 5.9324, 9.6108, 15.1498
Si, 2.118, 7.6455, 20.3386
Si, 1.9436, 4.9004, 18.78
Si, 4.507, 3.4475, 17.9869
Si, 8.5067, 8.9411, 16.7854
Si, 0.8592, 9.5327, 13.3229
Si, 9.9594, 10.7084, 11.7535
Si, 5.3547, 3.7064, 20.9958
Si, 0.609, 5.5224, 16.2375
Si, 11.0876, 9.4106, 9.2191
Si, 6.5693, 8.8979, 21.2729
Si, 7.1075, 7.1011, 11.4084
Si, 2.7076, 0.7428, 12.149
Si, 10.8868, 8.6752, 21.0217
Si, 6.049, 4.3327, 15.5913
Si, 7.1093, 0.5167, 12.9377
Si, 4.0641, 2.9777, 8.5709
Si, 0.9001, 6.8009, 11.8882
Si, 6.6684, 9.016, 9.0021
Si, 0.6697, 3.2891, 21.1247
Si, 9.8301, 6.5077, 12.8396
Si, 7.6641, 4.5925, 9.5849
Si, 3.9941, 10.0823, 20.1919
Si, 4.2866, 3.0694, 13.4695
Si, 3.9418, 10.0021, 9.6919
Si, 8.0684, 0.8001, 17.9975
O, 11.6251, 3.1974, 12.9113
O, 9.2823, 4.5546, 9.7746
O, 8.8029, 3.6051, 19.8393
O, 4.0568, -0.0638, 18.7738
O, 11.3712, 4.5009, 15.3061
O, 10.0134, 9.8349, 10.3692
O, 3.7867, 1.5748, 13.0537
O, 0.672, 9.0756, 14.8781
O, 6.4825, 0.9964, 18.3285
O, 4.7755, 3.168, 19.5778
O, 6.3119, 1.2291, 11.6901
O, 0.87, 8.9468, 9.941
O, 5.6537, 4.3137, 17.1856
O, 8.4305, 7.0836, 12.3251
O, 4.4, 2.6233, 10.1353
O, 2.0911, 5.6588, 15.5463
O, 3.4721, 0.0143, 10.9118
O, 5.8924, 7.1991, 12.4894
O, 2.3259, 6.3522, 19.3905
O, 0.6755, 4.968, 17.7622
O, 8.4423, 10.7101, 12.3477
O, 5.5503, 10.0954, 9.4977
O, 0.5958, 8.1862, 20.1873
O, 9.7882, 2.6078, 14.6293
O, 2.0295, 10.6424, 13.204
O, 9.952, 9.1071, 16.0797
O, 6.1555, 10.3807, 13.7202
O, 7.477, 1.6076, 14.0828
O, 1.6519, 3.9137, 20.0163
O, 5.9029, 5.7991, 14.8766
O, 7.353, 8.9733, 15.649
O, 1.5375, 1.6443, 11.4728
O, 7.2319, 8.3588, 10.3765
O, 4.319, 1.9961, 17.2499
O, 7.0016, 3.2251, 10.1632
O, 11.5319, 6.9931, 16.3788
O, 8.2907, 10.1596, 17.8047
O, 3.4926, 8.476, 10.066
O, 7.6031, 3.8591, 15.4724
O, 3.1567, 4.3229, 17.884
O, 2.9289, 3.9247, 13.6415
O, 1.3505, 8.2447, 12.4743
O, 1.2105, 5.7072, 13.0381
O, 5.0015, 8.3211, 14.8009
O, 11.1708, 2.3966, 20.3135
O, 11.0049, 10.0749, 12.8259
O, 5.3258, 3.6121, 12.314
O, 5.1024, 3.2051, 14.8675
O, 6.4882, 4.807, 20.5447
O, 8.43, 1.5972, 16.6273
O, 10.4217, 1.303, 11.469
O, 10.9014, 6.682, 11.6114
O, 3.249, 8.6908, 19.8325
O, 1.7337, 6.5298, 10.5097
O, 7.1671, 8.1962, 19.9538
O, 8.4824, 7.6016, 17.7289
O, 3.676, 6.4645, 13.5707
O, 9.672, 4.9509, 13.2945
O, 5.5247, 9.995, 20.7243
O, 10.3135, 7.4114, 14.092
O, 8.7814, 6.1633, 19.926
O, 6.9899, 5.7856, 10.4514
O, 5.2685, 10.5597, 16.3259
O, 9.0511, 1.1524, 19.2389
O, 11.5304, 3.2537, 10.1943
O, 9.7426, 8.7071, 19.8602

Results
free energy: -144870.878 eV
free energy less fixed offsets of O -568.88, P -755.39, Si -635.61 eV per atom: 2.552 eV

Forces (eV/angstrom), in the order of the atoms: element, x, y, z
Si, 0.0018, -0.0041, -0.0012
Si, -0.0035, 0.0022, -0.0049
Si, 0.0006, -0.0022, -0.0029
Si, -0.001, 0.0055, 0.0014
Si, 0.0013, 0.0033, 0.0023
Si, -0.0014, 0.0016, -0.003
Si, 0.0058, 0.0017, -0.0071
Si, -0.0023, 0.0016, 0.0001
Si, 0.0035, 0.0015, -0.0023
Si, 0.0018, 0.0003, 0.0016
Si, -0.0018, 0.0001, -0.0012
Si, -0.0059, 0.0036, 0.0005
Si, 0.0008, 0.0006, 0.0012
Si, -0.0009, 0.0009, 0.0042
Si, 0.0009, 0.0028, 0.0026
Si, -0.0007, -0.0013, 0.0008
Si, 0.0016, -0.001, -0.0005
Si, -0.0008, -0.0035, -0.0036
Si, -0.0005, 0.001, -0.0007
Si, 0.0004, -0.0002, -0.0028
Si, 0.0039, 0.0003, -0.0026
Si, 0.0004, -0.0007, 0.0038
Si, -0.0007, -0.0012, 0.0023
Si, -0.0002, -0.0012, 0
Si, 0.003, 0.0011, 0.0009
Si, -0.001, 0.0008, 0.0019
Si, -0.0016, 0.0036, -0.002
Si, -0.0016, -0.0003, -0.0026
Si, 0.0013, -0.0001, 0.0014
Si, 0.0001, -0.0004, 0.0015
Si, -0.0007, -0.001, -0.0017
Si, 0.0014, -0.0015, -0.0016
Si, -0.0001, 0.0005, -0.0025
Si, 0.0008, 0.0019, 0.0017
Si, -0.0024, 0.0003, -0.0028
Si, 0.0023, -0.0012, -0.0017
Si, 0.0086, -0.0009, 0.0027
Si, 0.0001, -0.0011, -0.0061
Si, 0.0029, 0.0001, -0.0054
Si, -0.0011, 0.001, 0.0013
Si, -0.0054, -0.0003, 0.0018
Si, -0.0033, 0.003, 0.0063
Si, -0.0008, 0.0019, -0.0017
Si, -0.0041, 0.0006, 0.0088
Si, -0.0032, 0.0038, 0.0081
Si, 0.0007, -0.0024, -0.0071
Si, 0.0058, -0.0066, -0.0148
Si, 0.0041, -0.0011, 0.003
Si, 0.0298, 0.0223, -0.0837
Si, -0.018, 0.0205, -0.2071
Si, -0.0407, 0.0489, 0.1042
Si, -0.0117, -0.0687, 0.0681
Si, -0.0036, 0.0005, -0.1403
Si, 0.0051, -0.0709, -0.0963
Si, 0.017, -0.0379, -0.03
Si, 0.0269, 0.0139, -0.0326
Si, -0.0248, -0.0323, -0.0018
Si, -0.0134, -0.0198, -0.1065
Si, -0.0372, -0.0585, 0.0747
Si, 0.0536, -0.1651, 0.1392
Si, -0.0271, -0.0009, 0.0952
Si, -0.0228, -0.025, -0.1759
Si, 0.004, 0.0188, 0.0447
Si, -0.108, 0.0456, -0.0525
Si, 0.0063, 0.0246, 0.094
Si, 0.0881, 0.0789, 0.1824
Si, 0.0301, 0.0274, -0.098
Si, 0.0052, 0.129, -0.134
Si, -0.0915, 0.0644, 0.2898
Si, -0.0516, 0.0665, 0.2282
Si, -0.1446, -0.1442, -0.04
Si, 0.0948, -0.0595, -0.0072
Si, -0.004, -0.0033, -0.0184
Si, -0.0116, -0.0083, 0.0154
Si, 0.0047, -0.0045, -0.0091
Si, -0.0081, 0.0038, -0.0006
Si, 0.0338, 0.0034, -0.0197
Si, 0.0068, 0.0029, -0.0005
Si, -0.0083, 0.0072, 0.0011
Si, -0.0024, 0.0056, 0.0023
Si, 0.0082, 0.0202, -0.011
Si, 0.0116, -0.0069, -0.0027
Si, 0.0038, -0.0158, -0.0044
Si, 0.004, -0.0316, -0.0043
Si, 0.0207, 0.0014, 0.0006
Si, -0.0598, 0.012, 0.0251
Si, -0.0199, 0.0161, -0.0004
Si, -0.0196, -0.0097, -0.0342
Si, -0.0124, 0.0022, 0.0076
Si, 0.0762, -0.0047, -0.0135
Si, 0.0021, 0.0113, -0.0077
Si, -0.0159, -0.0128, 0.0031
Si, -0.0354, -0.0146, -0.0157
Si, 0.0014, 0.0015, 0.0185
Si, -0.0083, -0.001, 0.0026
Si, 0.0138, 0.0161, 0.0141
Si, 0.0055, -0.0328, -0.0935
Si, -0.0256, -0.0001, -0.0017
Si, -0.0065, -0.0039, -0.0029
Si, 0.0143, 0.0117, -0.0207
Si, 0.0247, 0.0208, 0.0066
Si, -0.0204, 0.0006, -0.0224
Si, -0.0299, 0.0312, 0.0172
Si, 0.0126, -0.0456, -0.0173
P, 0.0428, 0.0287, 0.0266
Si, 0.044, 0.0198, 0.024
Si, 0.0358, 0.0488, 0.0291
P, -0.1489, -0.0243, 0.1601
O, 0.1071, 0.0189, -0.1483
O, -0.0007, -0.0153, 0.007
O, 0.0103, -0.019, 0.0603
O, 0.0047, 0.0025, -0.006
O, -0.0239, -0.0111, -0.0421
O, 0.0007, 0.0032, 0.0075
O, 0.0071, -0.0056, 0.0079
O, 0.0027, 0.0011, 0.0036
O, -0.0014, -0.0109, -0.0014
O, -0.0018, -0.0132, -0.0148
O, 0.0243, 0.0237, 0.0024
O, 0.0146, 0.0695, 0.1005
O, 0.0001, 0.003, 0.0013
O, 0.0019, 0.0009, 0.0003
O, 0.0015, 0.0013, -0.0023
O, 0.002, -0.002, -0.0022
O, 0.0003, 0.0015, -0.0002
O, -0.0023, 0.0017, -0.0008
O, -0.001, 0.0008, -0.0027
O, 0.0004, 0.001, -0.0013
O, 0, 0.0007, -0.004
O, 0.0015, 0.0031, -0.0008
O, 0.0014, 0.0056, 0.0008
O, 0.0005, -0.0001, -0.0009
Si, 0.0229, -0.0421, 0.0057
Si, 0.0006, 0.0022, -0.0006
Si, 0.0033, -0.001, -0.0091
Si, 0.0023, 0.0004, -0.0106
Si, 0.0021, 0.001, -0.0058
Si, 0.0012, 0.0032, 0.003
Si, -0.0156, 0.0174, 0.0139
Si, 0.0055, 0.0099, -0.0015
Si, 0.0036, 0.0017, -0.005
Si, 0.003, -0.0009, -0.0102
Si, 0.0185, 0.0054, -0.0159
Si, 0.0006, 0.0005, 0.0066
Si, 0.0025, 0.0026, 0.0039
Si, 0.0024, 0.0027, -0.0032
Si, -0.0031, -0.0008, 0.0029
Si, 0.0025, 0.0044, 0.007
Si, 0.0002, -0.0008, 0.0007
Si, 0.001, 0.0005, -0.0025
Si, 0.0047, -0.0037, -0.0019
Si, -0.0061, 0.002, 0.0095
Si, 0.0014, 0.0027, 0.0019
Si, -0.0017, 0.003, -0.0017
Si, 0.0053, -0.0899, -0.0001
Si, 0.0005, -0.0017, 0.0028
Si, 0.0193, -0.0196, -0.0435
Si, 0.0064, 0.0053, -0.0029
Si, 0.003, -0.0043, 0.0015
Si, -0.0004, 0.0001, -0.0078
Si, 0, 0.0054, -0.0106
Si, 0.0072, 0.0179, 0.0041
Si, 0.0033, -0.0012, -0.0133
Si, -0.007, -0.0293, -0.0339
Si, 0.0006, -0.0005, 0.0034
Si, -0.0035, 0.0025, -0.0065
Si, 0.046, 0.015, -0.0431
Si, 0.0011, -0.0035, 0.0023
Si, 0.0033, 0.0003, -0.009
Si, 0.0177, 0.0115, 0
Si, 0.0028, 0.0028, 0.0015
O, 0.0016, -0.0038, -0.0014
O, -0.0464, -0.0018, -0.0047
O, 0, -0.0001, -0.0018
O, 0.0005, 0.0021, -0.0015
O, 0.0029, 0.0014, 0.005
O, -0.0066, 0.0005, 0.0004
O, -0.0016, 0.001, 0.0007
O, 0.0033, 0.002, 0.0019
O, 0.0025, -0.001, -0.0006
O, 0.0013, 0, -0.0033
O, 0.0044, 0.0053, 0.0037
O, -0.0542, 0.0602, -0.0034
O, 0.0037, 0.0023, -0.0005
O, -0.0139, -0.0089, -0.0145
O, 0.0128, -0.0028, 0.0079
O, 0.0041, 0.0006, 0.0005
O, -0.0097, -0.0002, 0.0006
O, 0.002, 0.0011, -0.0011
O, 0.0016, -0.0025, -0.0009
O, 0.0011, 0.0022, -0.0036
O, 0.0063, 0.0015, -0.0018
O, 0.0077, -0.013, -0.0176
O, 0.0037, -0.0037, 0.0004
O, 0.0028, -0.0002, 0.0038
O, 0, -0.0007, 0.0018
O, -0.0002, 0.0017, 0.001
O, 0.0031, 0.0021, 0.0022
O, 0.0007, -0.0008, -0.0011
O, 0.0022, 0.0015, -0.0049
O, 0.0007, 0.0034, 0.0035
O, 0.0021, 0.0007, 0.0012
O, -0.0039, 0.0001, -0.0015
O, -0.0103, -0.0285, 0.0241
O, 0.0016, 0.0021, 0.0009
O, -0.0147, -0.0164, 0.0146
O, 0.0031, -0.0037, 0.0031
O, 0.0031, 0.0005, -0.0021
O, 0.0239, -0.0135, 0.0059
O, 0.0022, 0.0017, 0.0031
O, 0.0038, 0.0007, 0
O, 0.0002, 0.0045, 0.002
O, 0.0033, 0.0049, 0.0023
O, 0.0033, 0.0013, 0.0004
O, 0.0009, -0.0011, 0.0017
O, -0.0005, 0.0004, -0.0019
O, 0.0017, 0.0037, -0.0035
O, 0.0028, 0.0019, -0.0013
O, 0.0024, 0.0023, 0.0038
O, -0.0012, 0.0008, 0.0004
O, 0.0006, 0.0033, -0.0004
O, 0.001, -0.0021, -0.0041
O, 0.0073, 0.0072, -0.0001
O, -0.0027, 0.0035, -0.0016
O, -0.0079, -0.0051, 0.0039
O, 0.0017, 0, -0.0042
O, 0.0011, 0.0026, -0.0055
O, 0.0014, 0.0018, 0.004
O, 0.0037, 0.0039, 0.0024
O, -0.0037, 0.0003, -0.0008
O, -0.0023, -0.0047, -0.0039
O, -0.0014, 0.0002, 0.001
O, 0.0107, 0.0658, 0.0405
O, 0.002, -0.0003, -0.0017
O, -0.0023, -0.0011, -0.0045
O, 0.0066, -0.0081, 0.0061
O, -0.0012, 0.0008, -0.0009

The program warned: the cutoff lies below the one the program advises for these potential files; the forces do not sum to zero within the program's tolerance; the exchange-correlation potential is rough where the density is thin.
